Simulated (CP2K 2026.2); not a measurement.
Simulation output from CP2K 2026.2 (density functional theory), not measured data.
Periodic cell of 504 atoms, Si360O144, from a study of silicon, its oxide and their interface. The atomic structure is a simulated model.
Doubt: the forces sum to 1.67 eV/angstrom along one axis rather than to zero, so they err by at least 0.0033 eV/angstrom per atom on average; the grid cutoff is modest.

Settings: functional PBE; method Gaussian and plane waves; basis set DZVP-MOLOPT-SR-GTH; pseudopotentials GTH-PBE; grid cutoff 350 Ry, relative cutoff 50 Ry; k points Gamma only; occupations fixed; spin none; net charge 0.

Cell vectors (angstrom)
a	16.32	0	0
b	0	16.32	0
c	-7.038	-5.0863	33.6299

Atoms and the computed forces on them: element, x, y, z (angstrom), force x, y, z (eV/angstrom)
Si	1.056	15.214	0.013	0.151	-0.162	0.721
Si	4.402	1.101	0.159	-0.131	0.043	0.767
Si	1.046	4.223	0.049	0.294	-0.09	0.722
Si	3.81	7.067	0.055	0.104	-0.105	0.774
Si	1.63	9.308	0.017	-0.146	0.094	0.761
Si	4.324	11.957	0.017	-0.131	0.226	0.75
Si	6.592	15.2	0.101	0.124	-0.164	0.765
Si	9.171	1.602	0.187	0.183	-0.094	0.783
Si	7.016	3.833	0.233	-0.146	0.121	0.807
Si	2.687	1.468	33.6	-0.222	0.252	0.663
Si	-0.383	4.738	33.588	0.138	-0.273	0.711
Si	2.738	7.02	33.63	-0.159	0.164	0.761
Si	12.633	14.755	0.032	-0.211	0.074	0.734
Si	15.224	1.172	0.24	-0.102	0.048	0.715
Si	11.933	4.27	0.062	0.245	-0.114	0.732
Si	15.264	6.591	0.028	-0.267	0.1	0.698
Si	4.905	4.736	33.602	0.098	-0.196	0.705
Si	14.653	12.37	0.085	0.235	-0.011	0.715
Si	2.71	-0.03	1.33	-0.002	0.008	-0.049
Si	5.469	2.667	1.524	-0.004	-0.017	-0.059
Si	2.686	5.415	1.301	-0.015	0.017	-0.053
Si	5.477	8.207	1.27	-0.024	0.01	-0.048
Si	2.765	10.85	1.366	0.001	-0.013	-0.067
Si	5.419	13.587	1.326	-0.005	0.008	-0.039
Si	8.099	0.012	1.496	-0.018	-0.001	-0.065
Si	10.846	2.702	1.406	-0.011	0.001	-0.072
Si	8.185	5.468	1.39	0.017	-0.023	-0.044
Si	10.839	8.187	1.263	0.006	-0.011	-0.048
Si	8.194	10.946	1.321	0.016	0.001	-0.037
Si	10.945	13.663	1.303	0.015	-0.009	-0.061
Si	13.656	-0.032	1.462	0.002	-0.016	-0.065
Si	0.028	2.732	1.521	0.007	-0.002	-0.041
Si	13.595	5.446	1.268	-0.002	0.001	-0.042
Si	0.041	8.172	1.344	0.017	0.001	-0.057
Si	13.497	10.869	1.406	-0.018	0.006	-0.049
Si	-0.023	13.565	1.309	-0.012	0.017	-0.044
Si	1.439	1.358	2.772	0.004	-0.029	0.022
Si	4.055	4.096	2.713	-0.005	0.011	0.015
Si	1.359	6.778	2.724	0.009	-0.008	0.037
Si	4.14	9.519	2.726	0.003	-0.021	0.043
Si	1.365	12.229	2.665	0	0.004	0.004
Si	4.039	14.913	2.71	0.004	0.012	0.024
Si	6.791	1.338	2.903	0.008	0.009	0.054
Si	9.526	4.097	2.776	-0.002	-0.007	0.045
Si	6.787	6.834	2.675	-0.019	-0.002	0.01
Si	9.489	9.515	2.676	0.008	0.007	0.018
Si	6.825	12.279	2.699	-0.007	0	0.019
Si	9.556	14.964	2.706	-0.008	-0.019	0.012
Si	12.233	1.343	2.73	0.006	0.016	0.011
Si	14.896	4.1	2.74	-0.005	0.012	0.011
Si	12.249	6.841	2.637	-0.004	0.001	0.007
Si	14.949	9.516	2.672	0.003	-0.009	0.01
Si	12.2	12.269	2.76	0.003	0.027	0.043
Si	15.006	14.911	2.785	0.012	-0.022	0.04
Si	0.042	-0.009	4.102	-0.009	-0.008	-0.017
Si	2.748	2.737	4.123	-0.002	-0.009	0.002
Si	-0.029	5.448	4.085	0.006	-0.002	-0.012
Si	2.746	8.148	4.062	0.014	-0.009	-0.01
Si	-0.004	10.876	4.032	0.004	0.009	0.001
Si	2.7	13.569	4.078	0	0.001	0.002
Si	5.386	-0.053	4.132	-0.007	0.008	-0.01
Si	8.178	2.742	4.16	0	-0.003	-0.008
Si	5.434	5.464	4.047	0.015	-0.012	0.003
Si	8.143	8.173	4.06	0.011	0.007	-0.003
Si	5.477	10.9	4.073	-0.015	0.001	-0.014
Si	8.185	13.61	4.072	-0.013	0.011	-0.002
Si	10.883	-0.002	4.095	-0.003	-0.003	0.002
Si	13.574	2.718	4.093	0.009	0.007	0.009
Si	10.912	5.48	4.062	0.011	0.001	-0.013
Si	13.6	8.163	4.046	-0.022	-0.016	0.002
Si	10.84	10.874	4.07	-0.005	0.01	-0.008
Si	13.605	13.582	4.12	-0.007	0.01	-0.011
Si	1.345	-1.365	16.339	0.005	0.001	-0.01
Si	4.088	1.345	16.336	-0.006	-0.003	-0.005
Si	1.347	4.065	16.321	-0.009	0.004	-0.003
Si	4.041	6.774	16.243	0.002	0.009	-0.02
Si	1.355	9.526	16.252	0.016	-0.005	-0.014
Si	4.081	12.258	16.302	0.003	0.005	-0.013
Si	6.811	-1.336	16.336	0.015	0.002	-0.006
Si	9.526	1.347	16.357	-0.021	-0.002	-0.01
Si	6.807	4.05	16.297	-0.008	0.007	-0.014
Si	9.524	6.801	16.293	-0.006	-0.005	-0.009
Si	6.819	9.545	16.297	0.007	0.01	-0.006
Si	9.537	12.259	16.338	0.022	0	-0.001
Si	12.235	-1.363	16.401	-0.002	0.003	0.002
Si	-1.395	1.333	16.358	-0.004	0.004	-0.009
Si	12.249	4.056	16.325	-0.01	0	-0.01
Si	-1.355	6.788	16.273	-0.005	-0.005	-0.01
Si	12.243	9.554	16.288	0.006	0.01	-0.008
Si	-1.378	12.265	16.341	0.016	-0.017	-0.007
Si	2.732	-0.03	17.689	-0.005	0.007	0.001
Si	5.461	2.707	17.688	0.018	-0.004	-0.001
Si	2.718	5.431	17.663	0.01	0.003	0.01
Si	5.404	8.149	17.537	0	-0.001	-0.006
Si	2.66	10.925	17.611	-0.007	-0.006	0.011
Si	5.456	13.603	17.669	-0.009	-0.002	-0.009
Si	8.157	0.009	17.737	0.01	-0.007	0.004
Si	10.911	2.69	17.712	0.004	0.014	-0.001
Si	8.195	5.392	17.629	0.01	0.01	0.013
Si	10.855	8.222	17.618	-0.006	-0.018	-0.015
Si	8.171	10.914	17.692	-0.02	-0.016	-0.009
Si	10.888	13.572	17.765	-0.004	0.001	0.025
Si	-2.722	-0.018	17.794	0.009	-0.005	-0.005
Si	-0.047	2.725	17.676	0.013	-0.002	0.011
Si	-2.717	5.452	17.645	0.021	0.008	0.005
Si	0.056	8.113	17.595	0.011	0.008	-0.007
Si	-2.729	10.888	17.685	-0.019	0.001	0.019
Si	-0.041	13.634	17.725	0.002	0.003	-0.004
Si	1.316	1.328	18.984	-0.011	-0.004	-0.039
Si	4.098	4.084	19.011	0.001	0.011	-0.016
Si	1.347	6.763	19.036	-0.008	0.005	-0.016
Si	4.008	9.492	18.851	-0.001	-0.018	-0.044
Si	1.345	12.29	19.044	0.031	-0.014	-0.022
Si	4.129	-1.375	19.055	-0.015	0.01	-0.018
Si	6.825	1.405	19.111	0.01	0.01	-0.019
Si	9.576	4.074	19.049	-0.022	0.015	-0.024
Si	6.77	6.781	18.849	-0.029	-0.005	-0.053
Si	9.54	9.564	19.043	0.006	0.014	-0.017
Si	6.781	12.244	19.057	0.014	0.001	-0.013
Si	9.476	-1.396	19.105	0.004	-0.012	-0.034
Si	12.231	1.348	19.153	-0.007	0.009	-0.007
Si	-1.384	4.117	19.054	0.01	0.001	-0.038
Si	12.23	6.873	18.919	0.003	0.005	-0.023
Si	-1.271	9.498	18.897	0.001	0.005	-0.03
Si	12.259	12.199	19.152	-0.001	0.004	-0.037
Si	-1.383	-1.393	19.196	-0.007	-0.008	0.003
Si	0.009	0.022	20.475	0.007	0.042	0.061
Si	2.673	2.724	20.277	-0.01	0.005	0.04
Si	0.001	5.446	20.461	0.003	-0.006	0.044
Si	2.732	8.156	20.295	0.006	-0.001	0.054
Si	0.011	10.831	20.321	0.005	-0.003	0.046
Si	2.753	-2.709	20.428	-0.017	-0.013	0.052
Si	5.45	0.016	20.439	0.001	0.005	0.034
Si	8.252	2.739	20.488	-0.001	-0.008	0.048
Si	5.506	5.452	20.304	0.017	-0.005	0.058
Si	8.05	8.184	20.187	-0.008	-0.005	0.028
Si	5.325	10.824	20.213	-0.014	-0.009	0.056
Si	8.085	-2.747	20.513	0.026	0.008	0.035
Si	10.88	-0.078	20.483	-0.009	-0.032	0.073
Si	-2.771	2.812	20.466	-0.002	0.004	0.049
Si	10.886	5.579	20.316	-0.022	0.017	0.033
Si	-2.637	8.171	20.208	0.002	0.001	0.039
Si	10.876	10.832	20.539	0.031	0.001	0.038
Si	-2.684	-2.815	20.615	-0.028	-0.023	0.055
Si	1.692	-1.074	21.738	-0.222	-0.133	-0.722
Si	3.826	1.228	21.61	0.182	0.054	-0.689
Si	1.181	3.815	21.701	0.072	0.274	-0.743
Si	4.34	7.03	21.555	-0.134	-0.109	-0.746
Si	1.577	9.697	21.627	-0.145	-0.259	-0.734
Si	3.819	11.891	21.632	0.088	0.251	-0.718
Si	6.968	-1.12	21.842	-0.255	-0.26	-0.68
Si	9.312	1.059	21.809	0.211	0.271	-0.717
Si	7.151	4.449	21.657	-0.093	-0.162	-0.762
Si	9.245	6.759	21.533	0.176	0.037	-0.669
Si	6.456	9.265	21.495	0.074	0.034	-0.751
Si	9.646	12.402	21.834	-0.134	-0.217	-0.728
Si	-4.393	-1.724	21.836	0.185	0.099	-0.781
Si	-1.128	1.697	21.704	-0.083	-0.167	-0.767
Si	-3.904	4.503	21.705	-0.072	-0.213	-0.677
Si	-1.609	6.665	21.679	0.266	0.057	-0.674
Si	-3.706	9.639	21.639	-0.247	0.071	-0.717
Si	-1.471	11.821	21.833	0.06	0.241	-0.657
Si	2.638	11.691	26.072	-0.065	-0.054	-0.01
Si	6.344	4.247	24.621	0.023	0.028	-0.072
Si	9.578	0.386	28.906	-0.03	-0.062	0.037
Si	-5.668	8.772	30.817	-0.072	-0.044	0.098
Si	5.021	11.651	24.433	-0.04	-0.138	0.005
Si	2.681	11.612	30.944	-0.047	0.012	-0.031
Si	7.761	10.96	23.883	0.029	0.071	-0.094
Si	8.969	9.959	28.487	0.02	0.052	-0.03
Si	8.434	-1.139	26.357	0.117	0.113	0.038
Si	1.512	-3.053	28.653	0.15	-0.1	-0.021
Si	5.937	9.072	28.53	-0.007	0.087	-0.152
Si	-1.495	-3.4	28.651	-0.072	-0.042	0.019
Si	2.494	5.654	23.744	0.005	0.046	-0.143
Si	9.291	5.924	31.502	0.005	0.026	0.058
Si	0.791	-1.28	24.646	-0.022	-0.05	-0.085
Si	-1.06	7.97	26.504	0.052	0.02	0.047
Si	9.119	3.6	26.069	-0.007	0.04	-0.078
Si	-0.009	12.278	24.678	-0.027	-0.005	-0.091
Si	-1.935	10.853	26.712	-0.045	0.012	-0.023
Si	-4.774	4.93	24.489	-0.16	-0.068	-0.125
Si	11.045	7.943	23.712	-0.11	-0.066	-0.145
Si	-3.775	-3.194	26.821	0.123	-0.034	-0.009
Si	-1.595	2.017	29.575	-0.004	-0.004	-0.004
Si	-0.323	7.158	29.459	-0.071	-0.089	0.07
Si	5.987	-0.836	24.72	0.032	0.063	-0.151
Si	-3.11	-2.589	31.017	0.101	0.006	0.056
Si	9.787	-3.893	27.087	0.003	-0.112	0.036
Si	4.284	9.322	25.944	-0.026	-0.033	-0.009
Si	-4.283	2.311	28.458	0.105	-0.022	0.022
Si	0.176	4.215	30.548	0.021	0.042	0.112
Si	5.799	5.988	28.485	0.126	-0.117	-0.034
Si	0.26	7.9	23.813	-0.027	0.009	-0.144
Si	7.627	-3.246	30.996	-0.007	0.007	0.119
Si	4.755	1.808	24.452	-0.027	-0.083	-0.004
Si	1.38	8.867	31.441	-0.002	0.042	0.196
Si	3.387	-0.306	25.903	-0.027	0.027	-0.049
Si	2.522	2.258	30.579	0.022	-0.034	0.124
Si	5.745	-0.981	30.811	-0.021	-0.023	0.065
Si	-1.373	0.82	24.564	-0.084	-0.033	-0.073
Si	-3.303	7.284	30.609	0.105	-0.034	0.076
Si	-4.667	5.398	28.697	0.025	-0.024	-0.033
Si	-1.784	0.086	31.616	0.013	-0.046	0.162
Si	8.796	5.157	28.613	-0.026	0.048	0.07
Si	5.322	3.812	30.65	-0.093	-0.002	0.131
Si	-2.617	5.389	26.405	0.03	-0.008	0.06
Si	-5.916	-2.097	30.742	-0.13	0.059	0.195
Si	9.757	9.881	25.738	-0.067	0.006	-0.036
Si	7.401	1.716	30.753	0.043	-0.109	0.054
Si	4.478	6.141	25.766	0.023	0.131	-0.018
Si	-3.816	-0.8	24.808	-0.109	-0.055	-0.071
Si	3.215	-0.401	28.989	-0.014	0.109	0.02
Si	5.43	11.007	30.799	0.152	0.089	0.122
Si	9.974	0.89	24.808	-0.048	0.062	-0.166
Si	-1.859	2.688	26.847	-0.031	-0.045	0.058
Si	1.374	14.943	5.46	0.004	0.005	0.011
Si	4.078	1.356	5.48	0.008	-0.004	0.015
Si	1.341	4.084	5.442	-0.004	0.011	0.01
Si	4.087	6.801	5.439	-0.007	0.005	0.007
Si	1.364	9.518	5.4	-0.001	-0.007	0.001
Si	4.085	12.229	5.43	0.011	0.005	0.012
Si	6.803	14.939	5.451	-0.001	0.008	0.009
Si	9.538	1.359	5.473	-0.004	0.007	0.014
Si	6.786	4.113	5.449	-0.011	-0.007	0.01
Si	9.523	6.819	5.415	-0.008	-0.012	0.011
Si	6.808	9.529	5.441	-0.004	0.003	0.01
Si	9.506	12.233	5.446	0.006	-0.013	0.013
Si	12.246	14.961	5.454	-0.003	-0.01	0.012
Si	14.966	1.358	5.43	0.004	-0.007	0.004
Si	12.235	4.098	5.443	-0.014	0.004	0.015
Si	14.947	6.815	5.436	-0.002	-0.006	0.015
Si	12.235	9.524	5.41	0.012	0.003	0.005
Si	14.972	12.213	5.442	0.006	0.012	0.007
Si	2.715	-0.006	6.825	-0.002	0.001	0.002
Si	5.447	2.729	6.812	0	-0.005	0.001
Si	2.717	5.441	6.794	0.001	-0.006	0.002
Si	5.443	8.166	6.797	0.005	0.002	-0.002
Si	2.717	10.871	6.783	0.005	0.002	-0.003
Si	5.44	13.584	6.806	-0.004	-0.004	0.002
Si	8.156	-0.004	6.808	-0.002	0.006	-0.002
Si	10.889	2.733	6.815	0.008	-0.002	0.002
Si	8.165	5.463	6.794	0.001	0.004	-0.003
Si	10.88	8.169	6.785	-0.002	0.005	-0.006
Si	8.157	10.879	6.814	-0.011	-0.001	0.003
Si	10.877	13.594	6.798	-0.004	0.003	0.001
Si	13.607	0.006	6.802	-0.003	0.002	0.001
Si	-0.007	2.718	6.803	0.006	-0.002	0
Si	13.601	5.446	6.802	0.003	0.002	0.001
Si	0.002	8.172	6.783	-0.006	-0.005	-0.001
Si	13.597	10.865	6.792	0.001	-0.007	0.002
Si	0	13.586	6.804	0.003	0.002	0.001
Si	1.348	1.357	8.168	-0.005	-0.013	-0.001
Si	4.073	4.081	8.161	-0.004	-0.006	-0.006
Si	1.356	6.806	8.149	0.002	0	-0.004
Si	4.076	9.52	8.155	-0.003	-0.01	-0.002
Si	1.366	12.233	8.158	-0.002	0	-0.006
Si	4.087	14.954	8.167	0.015	0.014	-0.006
Si	6.805	1.364	8.166	0	0.012	0.004
Si	9.514	4.09	8.159	-0.006	-0.007	-0.001
Si	6.805	6.812	8.161	0	0.003	-0.005
Si	9.527	9.521	8.16	0.001	0.008	-0.005
Si	6.795	12.233	8.173	-0.006	-0.01	0
Si	9.519	14.955	8.162	-0.003	-0.002	-0.007
Si	12.251	1.368	8.165	0.001	0.009	-0.004
Si	-1.363	4.082	8.161	0	0.002	-0.001
Si	12.233	6.805	8.154	-0.004	-0.003	-0.005
Si	-1.36	9.517	8.157	0.005	-0.001	-0.006
Si	12.242	12.235	8.152	0.004	0.001	-0.002
Si	-1.359	14.956	8.157	0.003	-0.004	-0.003
Si	-0.007	-0.006	9.525	-0.006	0.006	0
Si	2.716	2.717	9.519	0.005	0.004	-0.001
Si	0	5.442	9.513	0.008	0	-0.002
Si	2.717	8.16	9.514	-0.002	0	-0.006
Si	-0.002	10.881	9.516	-0.001	-0.001	0
Si	2.72	13.598	9.523	0.002	-0.002	-0.005
Si	5.444	-0.001	9.522	-0.002	-0.001	0.001
Si	8.163	2.724	9.522	0.001	-0.003	0.004
Si	5.442	5.442	9.513	0.003	-0.001	-0.004
Si	8.166	8.166	9.523	0.002	0.003	-0.001
Si	5.432	10.877	9.525	-0.001	0.001	-0.001
Si	8.159	13.598	9.524	-0.011	-0.002	-0.002
Si	10.882	0.003	9.514	0.003	0.005	-0.001
Si	13.604	2.722	9.528	0.005	-0.001	0.004
Si	10.879	5.443	9.52	-0.004	0.001	0
Si	13.596	8.159	9.515	0.003	-0.006	-0.001
Si	10.881	10.883	9.519	-0.002	-0.01	-0.004
Si	13.597	13.599	9.513	-0.002	0.006	-0.003
Si	1.356	-1.362	10.883	0.001	0.004	0.001
Si	4.076	1.354	10.878	-0.001	0.001	0
Si	1.356	4.076	10.875	-0.002	0	0
Si	4.079	6.798	10.871	-0.001	0.001	-0.001
Si	1.358	9.521	10.874	0.004	-0.007	-0.001
Si	4.078	12.243	10.886	0.003	-0.007	0.001
Si	6.803	-1.359	10.884	0.006	0.006	-0.001
Si	9.523	1.36	10.878	-0.007	0.011	0.002
Si	6.798	4.081	10.879	-0.004	0	0.001
Si	9.52	6.8	10.883	-0.001	0.001	0.002
Si	6.804	9.525	10.879	-0.003	-0.009	0
Si	9.523	12.243	10.881	0.005	0.002	0
Si	12.24	-1.357	10.874	0	-0.005	-0.001
Si	-1.363	1.354	10.886	0.001	-0.004	0.001
Si	12.237	4.078	10.883	0.001	-0.004	0.003
Si	-1.367	6.795	10.873	-0.001	-0.002	-0.003
Si	12.239	9.523	10.877	0	0.006	-0.002
Si	-1.361	12.245	10.875	0.001	0.001	0
Si	2.714	0.001	12.244	0.004	0.001	0.001
Si	5.441	2.71	12.233	-0.003	-0.002	0.001
Si	2.721	5.432	12.228	0.004	0.001	0.002
Si	5.444	8.158	12.226	0.007	0.005	-0.005
Si	2.713	10.884	12.237	-0.003	-0.001	0.001
Si	5.439	13.607	12.244	0	0.005	0.002
Si	8.169	-0.003	12.241	0.001	-0.002	0
Si	10.881	2.712	12.245	-0.001	-0.005	0.001
Si	8.162	5.435	12.242	-0.001	0.001	0.003
Si	10.883	8.161	12.238	-0.003	-0.005	0.001
Si	8.16	10.889	12.241	-0.004	-0.003	0.001
Si	10.88	13.611	12.238	0.005	0.008	0.002
Si	13.594	-0.004	12.246	0.002	0.009	0
Si	0.002	2.711	12.24	0.001	0.005	0.001
Si	13.602	5.432	12.241	0.002	0.001	0.002
Si	-0.012	8.164	12.224	0	-0.004	0
Si	13.591	10.894	12.233	-0.001	-0.009	0.003
Si	-0.01	13.605	12.245	-0.002	-0.004	0.006
Si	1.354	1.355	13.613	0	0.002	0.001
Si	4.073	4.059	13.589	0.004	0.006	0.006
Si	1.347	6.794	13.567	-0.002	0.009	0.002
Si	4.094	9.529	13.577	0.005	-0.02	-0.002
Si	1.348	12.242	13.599	0.008	-0.008	0.008
Si	4.074	-1.355	13.603	-0.004	0.007	0.005
Si	6.804	1.351	13.595	0.006	-0.002	0.002
Si	9.523	4.072	13.604	-0.007	0	0.006
Si	6.795	6.797	13.592	-0.009	0.005	0.001
Si	9.524	9.527	13.592	0.007	-0.003	-0.001
Si	6.812	12.262	13.605	0	-0.006	0.008
Si	9.531	-1.353	13.612	-0.001	-0.001	0.005
Si	12.228	1.343	13.612	0.003	0.005	0.005
Si	-1.365	4.056	13.599	0.009	-0.008	0.002
Si	12.243	6.796	13.596	0.009	-0.007	0
Si	-1.373	9.53	13.581	-0.006	0.012	0
Si	12.242	12.264	13.601	-0.011	0.002	-0.003
Si	-1.367	-1.355	13.615	-0.003	0.005	0.006
Si	-0.011	0.003	14.983	0.003	0	0.006
Si	2.721	2.707	14.973	0.006	-0.002	-0.002
Si	0.006	5.422	14.934	0	0.006	-0.003
Si	2.713	8.165	14.899	0.001	0.007	-0.002
Si	-0.035	10.896	14.95	-0.006	-0.009	0
Si	2.704	13.608	14.957	-0.003	-0.006	0.002
Si	5.443	-0.001	14.961	-0.001	-0.004	0.003
Si	8.174	2.692	14.96	0	0	0.001
Si	5.44	5.413	14.935	-0.003	0	0
Si	8.16	8.163	14.941	0	-0.002	0.001
Si	5.446	10.897	14.945	-0.001	0.001	0.004
Si	8.174	13.62	14.978	-0.002	0.009	0
Si	10.887	-0.014	15.002	0.003	0.01	0.004
Si	-2.727	2.692	14.965	0.007	-0.002	0.002
Si	10.893	5.429	14.959	0.003	0.004	0.001
Si	-2.722	8.169	14.944	-0.003	0.002	-0.006
Si	10.875	10.906	14.945	-0.001	-0.006	-0.003
Si	-2.735	13.624	14.988	-0.001	-0.003	0.007
O	4.36	2.05	22.906	0.193	0.555	0.03
O	0.951	9.12	23.017	0.114	0.039	0.486
O	0.238	9.522	32.383	-0.154	0.1	-0.319
O	-4.741	4.135	23.073	-0.361	-0.314	0.106
O	5.429	8.132	22.087	-0.124	0.006	0.603
O	9.475	2.05	25.809	-0.071	-0.259	0.413
O	-2.852	-0.996	31.097	-0.414	0.361	-0.11
O	5.368	9.592	27.115	0.324	0.226	-0.025
O	7.118	10.056	22.729	0.2	0.128	0.097
O	2.15	1.939	32.133	-0.551	0.124	-0.171
O	-1.058	1.956	28.049	0.668	-0.274	-0.021
O	6.531	3.928	23.055	-0.149	-0.517	-0.02
O	9.244	-5.025	33.276	0.167	-0.067	-0.142
O	3.822	0.343	33.274	0.108	-0.155	-0.058
O	5.276	-1.501	32.268	0.051	-0.357	-0.002
O	6.431	0.456	30.978	-0.093	0.075	0.14
O	5.566	7.54	28.765	-0.53	0.13	0.132
O	2.15	7.718	32.281	0.249	-0.347	-0.285
O	3.643	6.337	22.841	0.038	-0.26	0.334
O	3.957	2.98	30.487	0.117	-0.124	-0.097
O	7.536	-3.114	32.608	-0.271	0.232	0.129
O	9.186	-3.155	30.589	0.1	-0.536	-0.197
O	-0.834	11.289	25.627	0.024	-0.338	-0.009
O	0.083	0.154	24.522	0.293	0.35	0.036
O	6.415	-1.555	23.327	0.005	-0.605	0.106
O	6.618	8.475	33.183	0.102	0.076	-0.25
O	6.867	-1.23	26.01	-0.197	-0.088	0.405
O	2.16	-3.844	27.396	0.193	0.095	0.14
O	-5.69	-1.631	32.281	0.294	-0.373	-0.066
O	-2.552	1.265	32.397	0.127	0.136	-0.346
O	3.668	-0.093	27.472	0.489	0.415	0.208
O	0.309	4.359	32.161	0.449	-0.082	0.037
O	8.252	5.586	22.101	0.089	-0.081	0.492
O	4.189	-4.326	30.473	0.023	0.401	-0.432
O	1.964	4.298	23.051	0.297	-0.272	0.28
O	1.079	-2.335	33.336	0.122	0.129	-0.327
O	3.805	5.871	33.149	-0.167	-0.03	-0.574
O	-6.019	4.987	32.346	0.182	-0.208	-0.135
O	2.666	10.824	22.076	0.008	0.129	0.495
O	1.404	3.294	30.031	-0.016	-0.052	-0.653
O	-3.338	7.349	32.226	-0.351	0.436	-0.216
O	7.874	2.196	32.225	0.114	0.363	-0.28
O	1.275	-1.734	23.167	-0.059	-0.278	0.154
O	4.476	-1.227	25.132	-0.104	-0.72	-0.039
O	1.556	11.884	24.869	0.3	-0.169	-0.217
O	4.153	7.73	25.736	-0.381	0.131	-0.229
O	-4.11	8.625	22.844	0.349	-0.329	0.447
O	-4.809	3.795	28.812	-0.417	-0.029	0.346
O	10.773	-2.81	22.274	0.091	0.12	0.403
O	1.244	6.64	23.862	-0.18	-0.089	0.215
O	8.953	3.835	27.67	-0.08	-0.58	0.17
O	1.985	-1.068	25.702	0.031	-0.357	0.543
O	8.929	-2.649	26.569	-0.25	-0.235	-0.139
O	-3.837	-1.106	23.226	0.31	-0.041	-0.148
O	-2.366	-0.253	25.231	-0.021	-0.105	0.387
O	2.588	-4.219	32.464	0.01	-0.273	-0.122
O	-3.684	5.854	27.515	-0.166	0.571	-0.147
O	8.317	9.938	25.004	-0.429	-0.464	0.064
O	5.536	4.153	32.219	0.302	-0.242	-0.147
O	-1.848	1.15	23.058	-0.486	-0.063	-0.051
O	-1.488	11.363	28.189	0.312	-0.284	0.31
O	5.231	3.185	25.137	-0.346	-0.018	0.513
O	-1.21	3.44	30.236	-0.546	0.174	0.137
O	-2.732	5.568	22.158	-0.012	-0.003	0.361
O	-5.46	9.537	32.225	0.297	-0.009	-0.271
O	2.183	-1.628	28.943	-0.123	-0.051	-0.078
O	5.317	5.153	29.768	-0.091	0.366	0.088
O	2.776	0.086	22.141	-0.026	-0.109	0.156
O	4.574	12.284	23.016	0.238	0.427	0.144
O	0.038	2.748	22.185	-0.13	0.182	0.566
O	8.754	-0.246	27.665	-0.339	-0.072	0.021
O	5.199	10.467	32.305	-0.148	0.276	-0.078
O	7.74	4.036	25.374	0.088	0.261	0.176
O	4.084	12.286	25.598	0.18	0.474	0.158
O	2.557	0.904	29.692	-0.42	-0.121	-0.242
O	4.793	10.032	24.567	0.257	-0.173	-0.574
O	-2.591	-2.602	27.753	0.187	0.81	-0.102
O	7.384	5.808	28.165	-0.01	0.111	-0.33
O	-1.92	-3.302	30.201	0.509	-0.159	0.156
O	6.014	0.776	24.502	0.471	0.327	-0.133
O	-4.842	0.406	25.132	0.276	0.338	0.397
O	-4.325	3.085	33.144	0.124	-0.164	-0.557
O	9.682	9.244	27.219	0.312	-0.769	0.24
O	9.743	7.682	22.788	-0.087	0.429	0.122
O	-1.555	5.808	33.204	-0.026	-0.042	-0.28
O	-0.335	7.494	27.873	0.455	0.081	0.04
O	0.691	8.19	30.161	0.117	0.121	-0.219
O	2.398	10.015	30.939	0.168	-0.091	-0.268
O	8.049	6.374	32.431	-0.232	-0.134	-0.102
O	8.126	-0.01	22.126	-0.062	-0.171	-0.002
O	7.51	9.329	28.604	0.221	-0.032	0.001
O	3.484	1.171	25.23	-0.556	0.537	-0.014
O	-3.195	-3.214	32.49	-0.437	0.139	-0.139
O	-2.64	10.736	22.25	0.073	0.051	0.597
O	9.265	0.304	33.269	-0.002	0.173	-0.046
O	4.515	-0.871	29.805	0.054	-0.099	-0.065
O	-2.037	9.245	26.752	-0.34	-0.227	-0.051
O	10.197	11.437	25.866	0.437	0.314	-0.291
O	-6.348	7.321	31.056	0.086	-0.084	-0.219
O	-0.049	-2.764	28.393	-0.133	0.418	-0.058
O	6.844	-2.034	30.273	0.061	0.178	-0.674
O	-0.696	-0.641	32.53	0.216	-0.19	-0.246
O	-3.36	4.634	25.196	0.333	-0.525	-0.177
O	-1.589	4.285	26.991	0.677	0.11	0.218
O	-4.215	8.539	30.134	0.26	0.394	-0.541
O	8.949	11.835	23.204	0.053	0.13	0.377
O	-1.549	11.228	33.26	0.085	-0.101	-0.316
O	1.633	-3.98	29.972	-0.402	-0.07	0.109
O	3.156	5.39	25.193	-0.328	-0.569	0.456
O	6.621	11.907	24.557	0.02	0.673	0.249
O	-4.09	-2.172	25.611	-0.218	-0.178	0.016
O	9.758	9.685	29.853	-0.299	0.26	0.081
O	10.173	6.004	28.366	-0.02	0.48	-0.36
O	-0.17	-2.487	25.143	-0.283	0.133	0.334
O	-5.137	-3.34	27.679	0.153	0.244	0.37
O	-1.811	7.387	30.043	0.014	0.053	-0.109
O	6.554	2.92	30.104	-0.034	0.228	-0.619
O	5.256	9.812	29.764	-0.505	-0.406	0.082
O	8.621	1.344	29.78	0.295	0.455	-0.18
O	-6.194	-0.811	29.825	0.205	0.112	0.043
O	-3.451	2.379	27.058	-0.393	-0.323	-0.277
O	-3.211	1.869	29.589	-0.303	0.002	0.537
O	-0.589	12.159	23.167	0.139	-0.019	-0.035
O	10.316	4.48	25.424	0.035	0.26	0.049
O	-5.49	1.259	28.377	-0.05	-0.146	-0.372
O	-3.304	11.642	26.325	-0.263	-0.053	-0.483
O	4.839	5.599	27.244	-0.274	-0.642	0.097
O	-1.074	7.443	23.013	-0.341	0.223	0.405
O	8.943	11.556	28.166	-0.216	0.26	0.291
O	-1.88	6.717	25.911	0.093	-0.044	-0.589
O	-4.024	5.929	30.082	0.124	-0.542	0.417
O	5.771	5.746	24.855	0.199	0.52	-0.058
O	8.764	5.033	30.243	-0.094	-0.453	0.274
O	2.893	10.091	26.341	-0.357	-0.268	0.145
O	-0.982	0.776	30.395	0.418	-0.3	-0.288
O	-1.339	2.174	25.426	0.363	0.497	-0.203
O	9.082	-0.439	25.046	-0.06	-0.347	-0.349
O	6.885	11.689	30.596	0.129	-0.243	-0.199
O	-4.824	6.526	24.297	0.048	0.089	0.235
O	0.164	5.646	29.791	0.101	-0.112	-0.387
O	10.759	8.981	24.892	0.559	0.188	0.135
O	-0.029	8.374	25.326	0.319	0.449	0.093
O	9.874	1.456	23.292	0.254	0.469	0.135
O	-4.541	-2.822	30.316	-0.141	-0.254	-0.389

Results
total energy: -101657.890 eV
total energy less fixed offsets of O -438.35, Si -107.03 eV per atom: -4.690 eV
